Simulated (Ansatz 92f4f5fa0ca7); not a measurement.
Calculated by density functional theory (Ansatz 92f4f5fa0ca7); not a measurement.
Periodic cell of 217 atoms, Si128O89, from a study of silicon, its oxide and their interface. The atomic structure is a simulated model.
This geometry differs little from another in the collection (a relaxation step or a small displacement).

Settings: functional r2SCAN; potential files Ansatz PAW; basis plane waves; wave-function cutoff 800 eV; density cutoff ratio 5; exchange-correlation grid ratio 1; k mesh 1 x 1 x 1, shifted by 0.5 0.5 0 of a step; self-consistency stop 1e-10 eV per atom in the density residual; occupations fixed; spin none; net charge 0.

Cell vectors (angstrom)
a  10.88  0  0
b  0  10.88  0
c  2.3905  2.7249  31.7158

Atoms and the computed forces on them: element, x, y, z (angstrom), force x, y, z (eV/angstrom)
Si  3.505  2.6574  -2.0905  0.0001  -0.001  -0.0024
Si  6.9303  5.8654  -1.9324  0.0016  0.0005  0.0057
Si  4.2182  7.3712  -2.2995  -0.0057  -0.0004  0.0041
Si  7.4443  -0.4619  -1.8662  0.0035  0.0003  -0.0007
Si  -1.2724  1.4971  -2.4525  -0.0031  0.0037  0.0021
Si  1.8926  5.2203  -2.0563  0.0069  0.0016  -0.0016
Si  2.4027  4.6301  -8.8045  -0.0022  -0.0007  -0.0014
Si  1.5121  0.2044  -1.9713  0.0018  -0.0003  -0.0014
Si  4.5213  3.1973  0.0201  -0.0023  -0.0009  -0.0029
Si  6.2928  4.8986  0.1109  0.0017  0.0014  0.0001
Si  4.5231  -2.1963  0.3379  -0.0023  -0.0031  -0.0021
Si  6.2957  -0.5521  0.1801  0.0022  0.0007  -0.0012
Si  -0.8368  3.254  -0.0205  -0.0028  -0.0018  -0.0026
Si  0.9105  5.0071  0.0817  0.0013  0.0014  -0.003
Si  10.0027  8.6823  0.3236  -0.0012  -0.001  -0.0028
Si  0.8891  -0.4951  0.1851  0.0012  0.0006  -0.0022
Si  2.7181  4.0814  1.3406  -0.0005  0.0013  0.0004
Si  5.4623  6.7665  1.3838  0.0008  -0.0008  -0.0028
Si  2.6972  -1.303  1.5051  -0.001  -0.0002  0.0001
Si  5.4287  1.373  1.2781  0.0009  0.0008  -0.0007
Si  8.1882  4.0703  1.2809  -0.0003  -0.0004  -0.0028
Si  9.4654  5.4862  2.7166  0.0015  -0.0003  -0.0013
Si  8.1319  9.5355  1.4812  -0.0004  0.0013  -0.0008
Si  -0.0095  1.3987  1.3042  -0.0011  0.0016  -0.0006
Si  1.4185  2.6634  2.7196  -0.0004  0.0009  -0.002
Si  4.0165  5.4886  2.7184  -0.0005  0  -0.001
Si  1.426  8.0892  2.7799  -0.0004  0.0004  -0.0006
Si  4.0432  0.1244  2.7758  0.0007  0.0004  -0.0014
Si  6.8703  2.6561  2.6498  0.0005  0.0004  -0.0004
Si  10.9168  6.7972  1.3868  0.0001  -0.0003  0.0003
Si  6.8577  8.0701  2.7991  -0.0006  0.0008  -0.0026
Si  9.4599  0.1198  2.7292  0.0008  0.0001  0.0002
Si  2.7169  1.3928  4.1904  0.0004  0.0005  -0.0004
Si  5.4543  4.0697  3.9565  -0.0003  0.0004  0.0008
Si  2.7386  6.7871  4.1597  0.0005  0.0002  -0.0003
Si  5.4375  9.5304  4.0498  -0.0003  0.0006  0
Si  8.1366  1.3879  4.1288  0.0002  0.0004  -0.0002
Si  10.8853  4.0807  4.0219  -0.0005  0.0012  0.0009
Si  8.1812  6.7727  4.1915  0.001  0.0006  -0.0005
Si  10.8661  9.5359  3.9873  -0.0009  -0.0007  0.0006
Si  4.1367  2.7778  5.4298  0.0016  0.0007  0.0008
Si  6.7659  5.3804  5.4276  -0.0001  -0.0009  0.0009
Si  4.0877  8.1694  5.4489  0.0002  0.0015  0.0004
Si  6.8013  0.003  5.4461  -0.0008  0.0004  0.0005
Si  9.5133  2.7352  5.4221  0.0005  0.0014  0.0007
Si  1.3587  5.4335  5.4466  -0.0006  -0.0001  0
Si  9.5623  8.2089  5.4356  0.0019  0.0011  0.0007
Si  1.3232  -0.0418  5.4241  0  -0.0012  0.0012
Si  2.7626  4.1063  6.7911  0.0003  0.001  -0.0009
Si  5.433  6.7766  6.7788  0.0003  -0.0003  -0.0008
Si  2.6883  9.4956  6.7939  0.0014  0.0001  -0.0008
Si  5.471  1.4007  6.7975  0.0015  0.0009  -0.0007
Si  8.1392  4.0524  6.7978  0.001  -0.0002  -0.0004
Si  0.0347  6.845  6.7933  0.0009  0.0004  -0.0008
Si  8.1935  -1.3293  6.7999  0.0012  0.0009  -0.0006
Si  10.8312  1.3209  6.759  0.0002  0.0008  -0.0006
Si  1.3447  2.6986  8.0057  0.0008  0.0002  -0.0005
Si  4.0981  5.4529  8.2121  0.0008  0.0008  0.0004
Si  1.3661  8.167  8.2443  0.0005  -0.0005  0.0014
Si  4.0653  0.02  8.049  0.0001  0.0007  0.0013
Si  6.8293  2.7078  8.2454  0.0001  0.0003  0.0013
Si  9.5186  5.4585  8.0493  0.0002  0.001  0.0002
Si  6.8171  8.1536  8.0607  0.0005  -0.0007  -0.0001
Si  9.5157  0.0134  8.2394  0.0012  0.0011  0.0004
Si  2.6582  1.3469  9.3483  -0.0001  0.001  0.0013
Si  5.4647  4.0929  9.6041  -0.0001  0.0015  0.0012
Si  2.7335  6.7854  9.5975  0.0014  0.0003  0.0015
Si  5.4461  -1.3414  9.3453  0.0019  -0.0005  0
Si  8.1839  1.3636  9.6657  0.0016  -0.0002  0.0013
Si  0.0111  4.0711  9.3273  -0.0003  0.0003  -0.0006
Si  8.1688  6.7917  9.3914  0.0006  0.0002  0.0006
Si  -0.0079  9.5345  9.6399  0.0013  0.001  0.0018
Si  3.9649  2.6657  10.7508  0.0012  0.0006  -0.002
Si  6.909  5.4998  10.8938  0.0008  -0.0006  -0.0027
Si  4.1639  8.2282  10.8  0.002  0.001  -0.0014
Si  6.7406  -0.0994  10.8802  -0.002  0.0014  -0.0013
Si  -1.2321  2.8277  10.8735  0.0004  0.0009  -0.0016
Si  1.3179  5.318  10.8059  -0.0007  -0.0004  -0.0026
Si  7.6682  -1.9218  12.0968  0.0011  -0.0007  0.0027
Si  1.42  0.0781  10.91  -0.0005  -0.0004  -0.0019
Si  2.3097  3.6228  12.1466  0.0002  -0.0008  0.0014
Si  5.9394  7.3043  12.0477  0.0004  -0.0001  0.0019
Si  3.2077  -0.9239  12.0742  -0.0005  0.0003  0.0006
Si  4.8136  0.8321  11.914  0.0032  0.0012  0.0016
Si  -2.1995  4.5703  12.1712  -0.0009  0.0005  0.0038
Si  -0.379  6.3277  12.0725  0.0003  0.001  0.0031
Si  9.467  8.0643  10.8681  0.0007  0.0012  -0.0023
Si  0.566  1.9134  12.1464  0.0017  0.0011  0.0017
Si  -0.5791  1.4054  14.1186  0  0.0013  -0.0034
Si  8.1131  -0.8565  14.121  0.0008  0.0007  -0.0031
Si  5.5208  -1.1493  18.5222  -0.0004  0.0012  -0.0011
Si  5.9219  1.3116  14.6232  0.0033  -0.0003  -0.0048
Si  2.984  3.1825  17.0379  0.0004  -0.0001  0.0008
Si  2.9348  -1.7222  14.297  -0.0037  -0.0033  -0.0013
Si  0.2675  7.1004  -3.856  -0.0002  0.0009  0.0055
Si  7.6333  -0.1723  -7.3852  0.0008  -0.0006  0.0002
Si  -0.4004  0.8277  16.9498  -0.0016  -0.0001  -0.0023
Si  5.9129  0.3259  21.2664  0.0001  0.0012  -0.0023
Si  8.1489  3.5963  14.2893  0.003  -0.001  -0.0048
Si  6.1568  3.4122  21.1003  0.0003  -0.0002  -0.0014
Si  -0.7236  0.2812  -9.0563  0.0019  0  0.0002
Si  0.6996  6.9454  14.0843  0.0064  0.0031  -0.0071
Si  9.1743  7.9703  -1.696  -0.0004  -0.0024  -0.0051
Si  5.2458  4.7222  18.4948  0.001  0.0003  -0.0009
Si  3.7838  0.3954  16.5677  0.0017  0.0012  -0.0035
Si  2.9133  4.6602  14.2139  0.0005  0.0043  -0.0041
Si  5.4308  3.1508  -4.6202  -0.0037  -0.0013  0.0032
Si  4.3081  7.2783  19.8279  0.0014  0.0011  0.0013
Si  5.1279  6.8715  14.1783  -0.0024  -0.0005  -0.0032
Si  -0.3069  6.0649  -8.39  -0.0004  -0.0014  0.0008
Si  0.9204  -2.1286  -8.8108  -0.0002  0  0.0016
Si  1.318  7.7588  20.5339  0.0008  -0.001  -0.0007
Si  0.0237  4.8805  20.7227  -0.0007  -0.0009  -0.0015
Si  6.802  4.9729  -4.1214  0.0003  0.0043  0.0011
Si  8.222  -0.9708  17.0283  -0.0033  0  -0.0034
Si  -0.8268  6.5087  16.6378  0.0004  0.0001  -0.0052
Si  0.1706  3.825  17.8996  0.0098  -0.0006  -0.0025
Si  7.2073  5.9009  16.2597  0.0021  -0.0004  0
Si  6.2994  6.5767  -6.3818  -0.0043  -0.0003  0.0032
Si  2.5582  -1.8954  -4.112  -0.0002  0.003  0.002
Si  7.4611  0.8558  -4.4977  0.0014  -0.0001  0.0037
Si  8.9916  6.0073  -5.8546  -0.0006  -0.0001  0.0034
Si  2.7999  -0.6358  -6.864  -0.0009  0.0011  0.0053
Si  1.8332  1.6736  -8.3296  0  0.0011  -0.0001
Si  5.2712  -2.0409  -8.0466  -0.0037  -0.0003  0.0007
Si  6.1541  1.9119  -9.1042  -0.0005  0.0004  -0.001
Si  -0.2588  -1.8868  18.2695  0.0014  -0.0005  0.0004
Si  4.9262  4.2192  -7.4089  0  -0.0014  0.002
O  8.4199  6.5168  -1.6602  0.0017  0.0065  -0.0033
O  3.8634  -2.4464  -1.143  0.0031  -0.004  -0.0046
O  8.7428  0.4846  -1.513  -0.0017  -0.0021  -0.0012
O  8.0419  -1.9096  -2.2905  0.0032  -0.0011  0.001
O  -1.2047  2.8981  -1.6162  0.0016  -0.002  -0.0014
O  2.1147  8.1244  -9.7142  -0.0002  0.0006  -0.0014
O  4.3538  5.4302  14.1432  0.0018  0  0.0021
O  -0.8789  6.7979  -4.9114  -0.0005  -0.0009  -0.0018
O  2.2835  3.687  -2.408  -0.0003  0.0026  0.0004
O  4.4717  2.6604  -3.4008  0.0003  0.0007  0.0005
O  6.4074  1.9346  -5.046  -0.0011  0.0025  -0.0014
O  -0.3684  4.9742  16.8934  -0.0008  -0.0002  0.0003
O  0.1718  -0.9431  -9.627  -0.0004  -0.0001  0
O  0.8718  6.2153  20.4277  -0.0014  -0.0017  -0.0004
O  4.5723  3.5801  -5.9499  0.0024  0.0011  -0.0011
O  -1.034  5.4384  -7.0921  -0.0039  0.0011  -0.0015
O  6.1919  5.2119  -7.261  -0.001  0.0012  0.0013
O  0.2585  1.3537  -8.365  -0.0012  0.0002  -0.002
O  5.7834  7.0286  -2.1634  -0.0017  0.0003  -0.0014
O  6.9611  1.1977  -7.9102  0.0001  0.0003  -0.0015
O  3.8448  8.107  -3.6803  -0.0007  0.0005  0.0012
O  0.233  0.9473  -2.6763  -0.0004  -0.0004  0.0002
O  8.2325  4.8695  -4.963  0.002  0.0008  -0.0024
O  4.1735  -0.9326  -7.6493  -0.0007  0.0005  -0.0013
O  2.9948  -0.9279  -5.3074  -0.0024  0.0006  -0.0028
O  1.976  -1.0239  -2.8999  -0.0014  0  -0.0015
O  2.5496  1.2362  -9.7087  -0.0009  0.0016  0.0007
O  7.8936  4.7131  15.4156  -0.0009  -0.0008  0.0022
O  6.0322  -0.5416  19.9247  -0.0001  0.0006  0.0003
O  4.3588  3.5777  17.7859  -0.0008  0.0011  0.0009
O  6.7639  0.093  -3.24  0.0009  0.0003  -0.0005
O  9.1293  -0.3033  -7.9616  -0.0034  -0.0008  -0.0003
O  8.4851  -1.5976  15.5365  -0.0004  0.0012  0.0032
O  8.463  6.6718  16.9363  0.0021  0.0002  0.001
O  1.2342  5.6453  -8.4444  -0.0019  0.0009  0.0002
O  6.8904  2.5831  14.4631  -0.0007  -0.0007  0.0017
O  4.988  7.2318  21.3065  -0.0018  0.0012  -0.0027
O  -0.5621  6.8576  15.0874  0.0015  0.0009  0.0022
O  9.3789  1.0287  -10.2389  -0.0011  0.0003  -0.0024
O  6.2226  5.3676  17.4013  0.0011  0.0002  0.0007
O  6.7367  -0.0626  14.45  0.0016  0.0007  0.0025
O  1.7652  5.7798  14.4812  0.0012  -0.0007  0.0015
O  0.9236  5.7552  -3.2419  0.0007  0.0025  0.0002
O  8.8663  0.529  16.9465  0.0034  -0.0002  0.0008
O  2.8182  7.8844  19.9503  0.0006  -0.0011  -0.0014
O  8.8155  1.5677  -3.8837  -0.0008  -0.0003  -0.0005
O  6.669  -1.0106  17.3997  -0.0007  0.0004  0.0026
O  5.0912  1.1893  15.9967  -0.0004  -0.0004  0
O  3.3083  6.0443  -2.0748  -0.0044  0.0033  -0.0015
O  1.7854  3.8746  17.8658  0  -0.0001  -0.0007
O  2.7969  1.2094  -1.8794  0.0002  0.0025  -0.0007
O  4.0899  8.0469  14.6164  0.0004  0.0006  0.0012
O  5.1947  0.8758  -9.8866  -0.0006  0.0015  0.003
O  7.7414  -0.1286  -5.7596  -0.0008  0.001  -0.0037
O  5.9497  6.2081  -4.8426  -0.0006  -0.0004  -0.0057
O  9.5011  2.7474  14.6116  0.0018  -0.0001  0.0017
O  0.2053  0.8798  15.441  0  0.0001  0.0037
O  1.4789  -2.4964  14.286  0.0026  0.0018  0.0015
O  1.5869  -1.5198  -7.4638  -0.0009  -0.0029  -0.0026
O  0.3092  -0.4648  17.6763  0.002  -0.0003  0.0001
O  5.8995  1.8617  20.8216  -0.0003  -0.0012  0.0036
O  3.0843  -0.5889  15.4708  0.0023  0.0017  0.0018
O  -0.4056  7.9423  -2.6587  -0.0049  -0.0034  -0.0004
O  4.8367  1.4282  13.4477  0.0001  -0.0011  0.0023
O  0.0483  7.6032  17.4718  0.0045  0.0004  -0.0008
O  6.3321  6.8406  15.2726  0.0019  -0.0003  0.002
O  4.8122  -2.6513  -9.4812  -0.0012  0.0002  0.0016
O  9.0084  -1.7334  18.2233  0.0037  0.0001  -0.0018
O  -0.4336  4.2129  19.3377  0.0004  0.0017  0.0012
O  3.7374  5.114  -8.043  0.0007  0.0004  -0.0001
O  9.2484  0.2337  13.6925  0.0006  -0.0007  0.001
O  2.4971  0.9305  -7.0627  -0.0048  0.0009  -0.0022
O  7.8572  7.0271  -6.4316  0.0005  0.0007  -0.0008
O  -0.2228  7.6815  -8.4037  -0.0019  -0.0031  -0.0014
O  2.0026  3.2367  -8.1257  0.0003  0.0008  0.0002
O  6.1796  4.1405  19.6699  -0.0004  -0.0001  0.0008
O  5.1758  8.1855  18.8173  -0.001  0.0002  0.002
O  7.211  2.5589  -10.1344  -0.0013  -0.0018  0.0011
O  6.7449  -1.3822  -8.0006  0.0014  0.0022  0.0005
O  5.278  7.6784  -6.9264  -0.0003  0.0013  -0.002
O  4.2169  -0.4239  17.8968  0.0036  -0.0015  0.0022
O  2.9724  3.6728  15.4935  0.001  -0.0008  0.0026
O  1.3956  7.9758  -4.5928  -0.0039  -0.0027  0.0006
O  -0.2517  2.2927  17.6024  0.0017  0.0005  0.0007
O  2.7702  1.5733  17.0289  0.0024  0.0004  -0.0002
O  4.2524  5.8126  19.1609  0.0006  0.0014  0.0002
O  0.3402  -2.1116  19.7407  -0.0002  0  -0.0013
O  -1.1222  5.4995  -9.6486  0.0007  -0.0006  0
O  5.2316  3.0612  -8.4764  0.0006  0.0013  -0.0006

Results
free energy: -132639.169 eV
free energy less fixed offsets of O -570.45, Si -639.56 eV per atom: -5.439 eV

The program warned: the cutoff lies below the one the program advises for these potential files; the forces do not sum to zero within the program's tolerance; empty levels may hold ghost states of the PAW files; the exchange-correlation potential is rough where the density is thin.
